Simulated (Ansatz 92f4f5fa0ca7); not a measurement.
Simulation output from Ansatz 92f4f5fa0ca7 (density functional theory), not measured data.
Periodic cell of 226 atoms, Si133O92P1, from a study of silicon, its oxide and their interface. The atomic structure is a simulated model.
Doubt: the cutoff is far below the 930 eV that the study's wrapper takes by default for these files, so forces and energies are approximate.

Settings: functional PBE; potential files Ansatz PAW; basis plane waves; wave-function cutoff 580 eV; density cutoff ratio 5; exchange-correlation grid ratio 1; k mesh 1 x 1 x 1, Gamma-centred; self-consistency stop 5e-08 eV per atom in the density residual; occupations fixed; spin none; net charge +1 e, with a uniform compensating background and no finite-size correction.

Cell vectors (angstrom)
a, 10.938, 0, 0
b, 0, 10.938, 0
c, 0, 0, 31.9494

Atoms and the computed forces on them: element, x, y, z (angstrom), force x, y, z (eV/angstrom)
Si, 10.6194, 0.0051, 24.4203, 0.0648, -0.043, -0.3303
Si, 5.0821, 0.147, 24.6845, -0.0769, -0.1061, -0.2818
Si, 2.8223, 2.3098, 24.5557, -0.0909, -0.0599, -0.3038
Si, 8.5747, 2.4447, 24.5705, 0.0293, -0.009, -0.3612
Si, 10.7028, 5.5904, 24.3495, 0.0264, 0.0179, -0.2784
Si, 5.1558, 5.6184, 24.4608, -0.0332, 0.0004, -0.4468
Si, 2.9913, 7.9563, 24.4044, -0.0451, 0.085, -0.2886
Si, 8.4086, 7.833, 24.4406, 0.0479, 0.062, -0.3201
Si, 1.2856, 1.1315, 25.8424, 0.0419, -0.002, 0.0264
Si, 6.8366, 1.3363, 25.761, 0.013, 0.0682, 0.0293
Si, 3.9851, 4.0335, 25.7571, 0.0715, -0.0038, 0.034
Si, 9.6893, 4.0129, 25.8727, -0.0386, 0.0354, 0.0333
Si, 1.3426, 6.7949, 25.671, -0.0042, 0.0292, -0.0287
Si, 6.7851, 6.7232, 25.7678, 0.0215, -0.0209, 0.0753
Si, 4.0009, 9.4718, 25.9544, -0.0023, 0.0264, -0.002
Si, 9.4805, 9.4461, 25.809, 0.0393, -0.0219, -0.0331
Si, 2.6364, -0.1295, 27.2959, -0.0518, -0.0332, -0.0351
Si, 8.1471, -0.0689, 27.1554, -0.0604, -0.017, -0.0105
Si, 0.0932, 2.6607, 27.222, 0.0161, -0.0197, 0.0051
Si, 5.4667, 2.7331, 27.129, 0.0461, 0.0461, -0.071
Si, 2.6621, 5.4263, 27.1205, -0.0459, -0.0256, -0.0326
Si, 8.182, 5.3708, 27.1507, -0.0102, -0.064, -0.0821
Si, 0.0117, 8.1491, 27.1287, -0.0029, 0.0213, -0.0636
Si, 5.5143, 8.158, 27.1859, -0.0196, -0.0024, -0.0066
Si, 4.0953, 1.3391, 28.5069, -0.0467, -0.061, 0.0956
Si, 9.5414, 1.3257, 28.4877, 0.0389, 0.0512, 0.0676
Si, 1.4019, 4.0723, 28.5795, -0.1031, 0.0198, -0.0815
P, 6.8173, 4.0649, 28.5394, -0.0078, 0.0013, -0.0351
Si, 4.0909, 6.7715, 28.4661, 0.0244, 0.0889, 0.0974
Si, 9.562, 6.7818, 28.4889, -0.0514, -0.003, 0.1276
Si, 1.2833, 9.4703, 28.6506, 0.1066, 0.1074, -0.22
Si, 6.8291, 9.5406, 28.5737, -0.013, 0.0178, -0.0685
Si, -0.0525, -0.0143, 29.9307, -0.0073, 0.0509, 0.0896
Si, 5.4541, -0.0136, 29.8945, -0.0348, 0.0099, 0.0364
Si, 2.7724, 2.7205, 29.9015, 0.0187, -0.1134, 0.0277
Si, 8.1946, 2.7143, 29.8873, -0.0571, -0.0369, -0.0552
Si, -0.0114, 5.4426, 29.8876, 0.0479, 0.0363, 0.0307
Si, 5.4644, 5.4488, 29.891, -0.0133, -0.0408, -0.0227
Si, 2.7475, 8.1392, 29.9109, 0.0486, -0.0705, 0.0684
Si, 8.2267, 8.1815, 29.8788, 0.0518, -0.0405, 0.01
Si, 1.3696, 1.3747, 31.2487, -0.0224, -0.0148, -0.0027
Si, 6.8061, 1.3773, 31.256, -0.0063, 0.0167, -0.0222
Si, 4.1262, 4.0644, 31.2728, 0.0154, 0.0536, 0.0091
Si, 9.5489, 4.1111, 31.2559, -0.0109, -0.0193, 0.0038
Si, 1.36, 6.8097, 31.2699, -0.0082, 0.0271, 0.012
Si, 6.8536, 6.839, 31.2419, -0.0138, 0.0083, 0.0038
Si, 4.0914, 9.5611, 31.2611, -0.0237, -0.0109, -0.0007
Si, 9.5493, 9.5469, 31.2862, 0.022, 0.008, 0.0284
Si, 2.7386, 0.0168, 0.6734, 0.0261, 0.0148, 0.0169
Si, 8.2021, 0.0279, 0.6559, 0.0404, -0.0203, 0.0164
Si, 0.004, 2.7504, 0.6699, 0.0187, -0.0341, -0.0001
Si, 5.4888, 2.7508, 0.7152, -0.0032, -0.0456, 0.0645
Si, 2.7533, 5.464, 0.6641, -0.0234, 0.0182, 0.0161
Si, 8.2059, 5.4937, 0.6795, 0.0209, 0.0164, 0.0172
Si, 0.0147, 8.2116, 0.7012, 0.0276, -0.01, 0.036
Si, 5.4808, 8.2164, 0.6775, -0.0231, 0.0077, 0.0133
Si, 4.1009, 1.3832, 2.0654, -0.0148, -0.0024, 0.0296
Si, 9.5998, 1.3582, 2.0276, 0.0815, -0.0263, -0.021
Si, 1.3607, 4.1475, 2.0419, -0.0638, 0.0236, 0.0155
Si, 6.8462, 4.1563, 2.0538, -0.0681, 0.0461, -0.017
Si, 4.0967, 6.8482, 2.0323, 0.0097, 0.0503, -0.0223
Si, 9.5815, 6.8466, 2.0696, 0.0412, 0.0301, 0.0255
Si, 1.3757, 9.6195, 2.055, -0.0721, 0.0011, -0.0028
Si, 6.8417, 9.6344, 2.0316, -0.1042, 0.012, 0.0081
Si, 0.0258, 0.0364, 3.4716, -0.0111, -0.0126, -0.0764
Si, 5.4813, 0.0343, 3.4535, -0.0033, 0.0215, -0.0641
Si, 2.7009, 2.7729, 3.3922, 0.0999, -0.0471, 0.0359
Si, 8.2663, 2.7833, 3.3183, -0.0814, -0.035, 0.208
Si, 0.0324, 5.5154, 3.4816, -0.0455, -0.0029, -0.1082
Si, 5.4667, 5.532, 3.4279, 0.0438, -0.0458, 0.0027
Si, 2.7323, 8.2367, 3.383, 0.0495, -0.0025, 0.061
Si, 8.2408, 8.3039, 3.3707, -0.0012, -0.1502, 0.0684
Si, 1.368, 1.454, 4.835, 0.0426, 0.0261, 0.0481
Si, 6.9107, 1.4773, 4.7153, 0.0564, 0.0454, -0.0239
Si, 4.0532, 4.1525, 4.7505, -0.0121, -0.0078, -0.014
Si, 9.5991, 4.0768, 4.7768, 0.0166, -0.0184, 0.0047
Si, 1.3642, 6.9721, 4.836, 0.0578, 0.0353, 0.0326
Si, 6.8402, 6.992, 4.7224, 0.0181, 0.066, -0.0238
Si, 4.0899, 9.5683, 4.7806, 0.0015, -0.0348, 0.0115
Si, 9.6189, 9.5776, 4.8327, 0.0134, 0.0184, 0.0432
Si, 2.7585, 0.0371, 6.1248, -0.0373, -0.0198, -0.0352
Si, 8.2959, 0.1232, 6.0823, -0.0058, 0.0084, -0.0326
Si, 0.0161, 2.7945, 6.3003, -0.0236, -0.0137, -0.0162
Si, 5.5116, 2.8378, 6.0591, -0.0009, -0.0061, -0.0481
Si, 2.7547, 5.5932, 6.1332, -0.0147, -0.0093, -0.0359
Si, 8.2535, 5.5976, 5.9519, 0.0185, 0.0157, -0.0531
Si, 0.0466, 8.3038, 6.3632, -0.0152, -0.0182, -0.024
Si, 5.4978, 8.301, 6.2139, -0.003, -0.0129, -0.0295
Si, 4.4243, 1.1786, 7.3142, -0.0101, 0.0115, 0.2459
Si, 9.8106, 1.1455, 7.6176, -0.0269, 0.0026, 0.2142
Si, 1.1803, 4.4951, 7.4934, 0.0312, 0.013, 0.2544
Si, 6.6426, 4.5378, 7.2385, 0.0023, -0.0323, 0.2203
Si, 4.3264, 6.7022, 7.5322, -0.0234, 0.0171, 0.2586
Si, 9.7303, 6.6078, 7.497, -0.034, -0.0048, 0.2277
Si, 1.2814, 9.9368, 7.6865, 0.0501, 0.0154, 0.2796
Si, 6.7227, 9.9625, 7.3948, 0.0241, -0.017, 0.2498
O, 9.5866, 1.2489, 23.9732, -0.0568, 0.0298, 0.1885
O, 4.1122, 6.8112, 23.9357, 0.0357, -0.0681, 0.1785
O, 4.0304, 1.2767, 24.0605, -0.0162, -0.0424, 0.1109
O, 9.5178, 6.6926, 23.9241, 0.0379, 0.0347, 0.0889
O, -0.0284, 5.5335, 8.0051, 0.0137, 0.0236, -0.1089
O, 5.5736, 0.1236, 7.8972, -0.0121, 0.0104, -0.1157
O, 0.0702, 0.0812, 8.1364, 0.014, 0.0047, -0.1141
O, 5.5355, 5.607, 7.873, 0.0004, 0.0128, -0.1068
O, 7.593, 3.9353, 8.424, -0.0976, 0.1238, -0.2949
O, 8.7346, 7.0367, 8.7654, 0.0866, -0.0889, -0.2695
O, 2.1803, 9.4509, 9.0256, -0.1291, 0.0885, -0.282
O, 8.8966, 1.6639, 8.9251, 0.0867, -0.0865, -0.2369
O, 7.6187, 9.4588, 8.6907, -0.0871, 0.108, -0.2679
O, 3.6042, 1.8075, 8.5891, 0.0661, -0.1025, -0.2477
O, 3.5855, 7.2171, 8.9392, 0.0592, -0.0896, -0.2594
O, 2.0639, 3.9978, 8.8073, -0.121, 0.0849, -0.2581
O, 8.1431, 3.5045, 23.3724, 0.1414, -0.1135, 0.3473
O, 0.4385, 4.9402, 22.9602, -0.1139, 0.1209, 0.3462
O, 1.9204, 2.7746, 23.258, 0.1735, -0.0836, 0.381
O, 5.8268, 4.9059, 23.1284, -0.1398, 0.136, 0.3513
O, 5.539, 10.0402, 23.5006, -0.1132, 0.1301, 0.3594
O, 2.4464, 8.6979, 23.0225, 0.1135, -0.1139, 0.3255
O, 0.1897, 10.0758, 23.0853, -0.1109, 0.0958, 0.3325
O, 7.7761, 8.5765, 23.097, 0.102, -0.1634, 0.341
Si, 8.6566, 7.7057, 18.4478, 0.0075, 0.0137, -0.1797
Si, 8.7846, 6.3575, 13.6282, -0.0009, -0.0052, 0.0657
Si, 3.7919, 1.5401, 14.736, 0.0056, -0.0095, 0.0263
Si, 2.1369, 5.7551, 17.6263, 0.0203, 0.012, -0.1657
Si, 2.4187, 3.1539, 19.497, 0.0521, -0.0065, -0.3169
Si, 9.8131, 9.031, 12.0775, 0.0167, 0.0223, 0.2209
Si, 1.333, 9.4289, 22.0785, -0.0148, 0.0019, -0.5454
Si, 9.1693, 0.9642, 13.1974, -0.0071, -0.0024, 0.0908
Si, 1.4202, 5.053, 13.0215, -0.0036, 0.0129, 0.0896
Si, 1.7937, 8.2538, 12.8133, -0.0424, -0.0055, 0.1809
Si, 6.6583, 9.5674, 22.4348, -0.0267, 0.039, -0.5495
Si, 4.5267, 4.602, 15.7077, -0.0068, -0.0136, -0.0319
Si, 8.2081, 3.0053, 9.5821, 0.0083, 0.0506, 0.4036
Si, 0.8411, 8.256, 19.2616, -0.0059, -0.0736, -0.2966
Si, 6.9637, 1.3544, 21.0941, -0.0156, -0.0045, -0.385
Si, 8.2283, 8.308, 9.6692, 0.0119, 0.0285, 0.4074
Si, 10.8912, 5.2056, 15.6044, -0.0088, 0.0039, -0.0331
Si, 7.566, 9.5014, 16.321, 0.0131, 0.0324, -0.0681
Si, 9.9405, 2.0681, 20.303, -0.0057, -0.0255, -0.3574
Si, 3.2166, 8.5077, 9.9084, 0.0711, 0.0165, 0.4076
Si, 6.6956, 3.3586, 17.4134, 0.0045, -0.0043, -0.162
Si, 1.1698, 0.2187, 19.8045, -0.0195, 0.0135, -0.2787
Si, 3.2317, 2.8118, 12.2963, 0.0042, 0.0099, 0.2026
Si, 7.2139, 5.4028, 19.6936, -0.0155, 0.0346, -0.3453
Si, 5.7472, 8.6643, 11.5415, -0.0006, 0.0221, 0.2491
Si, 5.7844, 6.0664, 13.1951, 0.0049, 0.0018, 0.1242
Si, 4.6319, 9.7119, 17.6304, -0.0011, 0.0087, -0.166
Si, 1.0275, 3.6106, 22.1842, -0.0248, -0.0835, -0.5796
Si, 4.9019, 1.4932, 18.8057, -0.0394, -0.0045, -0.2248
Si, 3.1932, 3.068, 9.5139, 0.0753, 0.028, 0.3851
Si, 6.4475, 10.8165, 13.7907, 0.0067, 0.028, 0.0797
Si, 10.3462, 0.12, 15.9744, 0.005, -0.0218, -0.0487
Si, 5.6607, 3.6455, 11.154, -0.0044, 0.0418, 0.2502
Si, 9.8383, 3.8963, 11.9012, 0.0352, 0.0098, 0.2342
Si, 2.3404, 9.9237, 15.5476, -0.0107, 0.0222, -0.0287
Si, 6.0758, 8.1336, 19.8114, 0.002, -0.0408, -0.3451
Si, 6.936, 3.9753, 22.3859, 0.0122, -0.0495, -0.539
Si, 9.7587, 2.7836, 17.3713, -0.004, -0.0086, -0.1881
O, 7.1939, 6.3739, 13.9692, -0.009, 0.0009, -0.0255
O, 1.8806, 7.0679, 18.6735, -0.0323, 0.062, 0.1025
O, 10.2966, 4.0374, 16.5262, -0.0085, -0.0222, 0.0492
O, 6.1635, 9.9622, 17.0565, -0.0311, -0.0028, 0.0521
O, 10.1417, 0.7048, 14.4709, -0.004, 0.0045, -0.0127
O, 8.4439, 6.1248, 18.8688, -0.0272, -0.0358, 0.0926
O, 5.1664, 0.6836, 14.4303, 0.0058, -0.0037, -0.0121
O, 5.7203, 2.0637, 17.5245, -0.0225, -0.0249, 0.0879
O, 8.3552, 1.9597, 20.5553, -0.0609, -0.009, 0.131
O, 1.9943, 4.3096, 18.4085, 0.0043, -0.0839, 0.1256
O, 6.9646, 2.7906, 10.6426, 0.0722, -0.0137, -0.1542
O, 4.8677, 2.7005, 12.221, 0.0217, 0.0166, -0.0944
O, 6.0301, 4.3991, 16.3458, 0.0236, -0.0155, 0.0507
O, 4.5621, 3.9032, 9.9363, -0.0675, -0.0095, -0.1721
O, 10.7016, 2.7768, 21.5635, 0.0947, 0.0882, 0.2452
O, 9.7219, 6.1574, 14.9639, -0.0042, 0.0012, -0.008
O, 6.0063, 6.4975, 19.8514, -0.0011, -0.0062, 0.1022
O, 4.0854, 0.1798, 18.2858, -0.0001, 0.0375, 0.0805
O, 9.2578, 10.5535, 12.2736, 0.0061, -0.0421, -0.0645
O, 2.8515, 4.3574, 12.6968, 0.0205, -0.0245, -0.0502
O, 1.9156, 10.7111, 21.2113, 0.0109, -0.0771, 0.2444
O, 3.9966, 2.731, 19.3881, -0.0257, 0.0149, 0.0948
O, 0.7265, 10.0447, 15.9636, 0.0014, -0.0032, 0.0207
O, 1.2771, 9.8134, 18.8357, -0.0005, 0.0283, 0.118
O, 1.7152, 1.6746, 19.2765, -0.0177, -0.018, 0.0953
O, 8.9369, 10.3927, 16.5017, -0.0086, -0.0068, 0.0234
O, 4.8724, 8.5935, 18.803, 0.0468, -0.0419, 0.1394
O, 9.5719, 8.7542, 10.485, -0.0642, -0.0338, -0.2044
O, 6.7393, 4.0999, 18.8603, 0.0221, 0.0548, 0.1562
O, 2.8353, 1.723, 13.4117, -0.0025, 0.0171, -0.0656
O, 5.8306, 8.7811, 21.2776, 0.0373, 0.0963, 0.3116
O, 2.541, 2.4353, 10.8742, 0.0004, 0.0158, -0.2105
O, 7.6113, 4.8538, 21.1799, -0.0246, -0.0996, 0.3195
O, 5.2081, 7.4716, 12.5488, 0.0029, 0.0403, -0.0812
O, 0.4312, 9.0667, 12.4964, -0.004, 0.0015, -0.0552
O, 7.5766, 1.055, 13.5741, 0.0075, 0.0015, -0.0246
O, 7.1064, 9.634, 14.7486, -0.0019, -0.0042, 0.0002
O, 8.9764, 5.0322, 12.6896, 0.0094, -0.0362, -0.0644
O, 8.0893, 8.0399, 16.9184, 0.017, -0.034, 0.0866
O, 6.2246, 2.5698, 21.9154, -0.0011, 0.097, 0.1959
O, 2.4538, 9.0651, 14.1122, -0.0003, -0.0158, -0.0427
O, 0.4219, 4.4863, 11.86, -0.0193, -0.0153, -0.0674
O, 0.8165, 8.3256, 20.9339, 0.0283, 0.0634, 0.2912
O, 9.3842, 3.8226, 10.3455, -0.0694, -0.0354, -0.2055
O, 9.6521, 2.3856, 12.5341, 0.0038, 0.0423, -0.0734
O, 7.62, 8.5724, 19.3997, -0.0573, 0.0135, 0.1212
O, 2.5525, 8.171, 11.3646, 0.0593, 0.0188, -0.2198
O, 3.9794, 3.0582, 15.3792, 0.0032, 0.008, 0.0035
O, 0.8356, 4.4888, 14.4352, 0.0057, 0.0039, -0.0191
O, 10.0624, 3.0074, 18.962, 0.01, -0.0307, 0.2
O, 9.1427, 7.8046, 12.9443, 0.0091, 0.0352, -0.0653
O, 10.517, 0.5456, 20.0799, -0.0118, 0.011, 0.1096
O, 6.0293, 5.0336, 11.9309, 0.0004, -0.0534, -0.1021
O, 8.1572, 2.7585, 17.0252, -0.0063, 0.0024, 0.0509
O, 3.5344, 5.4832, 16.726, -0.0293, 0.0101, 0.0501
O, 4.6678, 9.128, 10.3821, -0.0685, -0.0041, -0.1525
O, 1.5301, 6.6741, 13.1754, 0.0114, 0.0178, -0.0388
O, 4.7583, 5.486, 14.3392, 0.0082, 0.0071, -0.0239
O, 2.0504, 3.8652, 20.9278, -0.0933, 0.0372, 0.2998
O, 10.5463, 1.4129, 16.9534, -0.0035, 0.0308, 0.0613
O, 0.9482, 6.0755, 16.55, 0.0242, 0.0025, 0.0563
O, 7.3618, 10.9482, 21.9219, -0.0073, -0.1117, 0.2053
O, 5.94, 0.9241, 19.9194, 0.0965, -0.0089, 0.2007
O, 6.0657, 10.0213, 12.4071, -0.0159, -0.0542, -0.101
O, 2.8448, 0.5461, 15.6046, 0.0014, -0.0023, 0.0057
O, 7.0537, 8.0104, 10.7756, 0.0752, -0.0034, -0.1668
O, 10.2427, 8.0255, 18.6918, 0.0454, 0.0128, 0.0795
O, 3.4434, 9.2024, 16.584, 0.0265, -0.0043, 0.0545

Results
free energy: -137633.721 eV
free energy less fixed offsets of O -568.88, P -755.39, Si -635.61 eV per atom: -5.241 eV

The program warned: the cutoff lies below the one the program advises for these potential files; the forces do not sum to zero within the program's tolerance; the exchange-correlation potential is rough where the density is thin.
